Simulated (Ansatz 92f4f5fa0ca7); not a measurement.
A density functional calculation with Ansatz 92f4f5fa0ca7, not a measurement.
Periodic cell of 220 atoms, Si132O88, from a study of silicon, its oxide and their interface. The atomic structure is a simulated model.
Doubt: the cutoff is far below the 930 eV that the study's wrapper takes by default for these files, so forces and energies are approximate.
This geometry differs little from another in the collection (a relaxation step or a small displacement).

Settings
functional: PBE
potential files: Ansatz PAW
basis: plane waves
wave-function cutoff: 580 eV
density cutoff ratio: 5
exchange-correlation grid ratio: 1
k mesh: 1 x 1 x 1, Gamma-centred
self-consistency stop: 5e-08 eV per atom in the density residual
occupations: fixed
spin: none
net charge: 0

Cell vectors (angstrom)
a	10.938	0	0
b	0	10.938	0
c	0	0	32.5949

Atoms: element, x, y, z (angstrom)
Si	0.1103	-0.2752	25.1781
Si	5.7033	-0.0952	25.1194
Si	2.3981	2.8102	25.3258
Si	8.188	2.9602	25.1075
Si	0.3855	5.2403	24.864
Si	5.8478	5.133	25.2483
Si	2.4748	8.5502	25.1546
Si	7.8585	8.481	25.028
Si	1.1859	1.3242	26.5904
Si	6.9696	1.379	26.4337
Si	4.1321	4.0085	26.4466
Si	9.6765	4.2309	26.3571
Si	1.3989	6.8345	26.3565
Si	6.8367	6.8692	26.4469
Si	4.0902	9.6842	26.4303
Si	9.5087	9.4684	26.4445
Si	2.7107	0.0357	27.8444
Si	8.2451	-0.0251	27.823
Si	-0.0816	2.7978	27.8502
Si	5.5121	2.6787	27.8149
Si	2.7688	5.4595	27.7739
Si	8.241	5.5087	27.7856
Si	-0.0051	8.1363	27.7882
Si	5.4245	8.2297	27.7934
Si	4.1018	1.3673	29.1766
Si	9.5708	1.3673	29.1766
Si	1.3673	4.1018	29.1766
Si	6.8362	4.1018	29.1766
Si	4.1018	6.8362	29.1766
Si	9.5708	6.8362	29.1766
Si	1.3673	9.5708	29.1766
Si	6.8362	9.5708	29.1766
Si	0	0	30.5439
Si	5.469	0	30.5439
Si	2.7345	2.7345	30.5439
Si	8.2035	2.7345	30.5439
Si	0	5.469	30.5439
Si	5.469	5.469	30.5439
Si	2.7345	8.2035	30.5439
Si	8.2035	8.2035	30.5439
Si	1.3673	1.3673	31.9111
Si	6.8362	1.3673	31.9111
Si	4.1018	4.1018	31.9111
Si	9.5708	4.1018	31.9111
Si	1.3673	6.8362	31.9111
Si	6.8362	6.8362	31.9111
Si	4.1018	9.5708	31.9111
Si	9.5708	9.5708	31.9111
Si	2.7345	0	0.6835
Si	8.2035	0	0.6835
Si	0	2.7345	0.6835
Si	5.469	2.7345	0.6835
Si	2.7345	5.469	0.6835
Si	8.2035	5.469	0.6835
Si	0	8.2035	0.6835
Si	5.469	8.2035	0.6835
Si	4.1018	1.3673	2.0507
Si	9.5708	1.3673	2.0507
Si	1.3673	4.1018	2.0507
Si	6.8362	4.1018	2.0507
Si	4.1018	6.8362	2.0507
Si	9.5708	6.8362	2.0507
Si	1.3673	9.5708	2.0507
Si	6.8362	9.5708	2.0507
Si	0	0	3.418
Si	5.469	0	3.418
Si	2.7345	2.7345	3.418
Si	8.2035	2.7345	3.418
Si	0	5.469	3.418
Si	5.469	5.469	3.418
Si	2.7345	8.2035	3.418
Si	8.2035	8.2035	3.418
Si	1.3412	1.3814	4.7484
Si	6.8465	1.3607	4.8231
Si	4.1015	4.0969	4.7468
Si	9.5734	4.0957	4.8115
Si	1.3598	6.8493	4.8186
Si	6.8476	6.8252	4.7235
Si	4.0906	9.5787	4.7981
Si	9.5777	9.5809	4.7884
Si	2.6818	0.0293	6.1226
Si	8.2307	-0.0062	6.211
Si	0.0053	2.7138	6.1798
Si	5.4613	2.7652	6.1458
Si	2.7332	5.4299	6.1317
Si	8.1912	5.4948	6.129
Si	0.0104	8.2504	6.2048
Si	5.4977	8.1708	6.0841
Si	3.8017	1.6484	7.3888
Si	9.84	1.1344	7.5544
Si	1.5812	3.8736	7.5013
Si	6.6171	4.3566	7.4634
Si	4.3773	6.5571	7.3657
Si	9.3111	7.0928	7.4473
Si	1.1651	9.8503	7.5568
Si	7.0559	9.286	7.442
O	6.7062	9.6118	24.6411
O	1.4648	4.008	24.6828
O	1.3107	9.6355	24.6768
O	6.9938	4.0411	24.7589
O	8.1837	8.1918	7.9763
O	2.7181	2.7619	7.9791
O	0.0243	0.0139	8.0657
O	5.4831	5.4644	7.9517
O	6.2699	9.8544	8.7729
O	4.4144	0.8666	8.686
O	7.3276	3.7486	8.8226
O	9.2368	1.8728	8.9081
O	9.9364	6.3804	8.7888
O	1.929	9.2609	8.9084
O	3.6965	7.2757	8.6618
O	0.8963	4.4996	8.8728
O	8.9346	2.4983	23.6858
O	10.2415	0.2234	23.8308
O	3.1606	7.9267	23.8037
O	8.454	7.9682	23.5759
O	5.3685	5.7711	23.805
O	6.0315	-1.0738	21.1367
O	10.9957	5.6703	23.2881
O	2.7496	1.7473	24.1056
Si	11.1335	6.3653	21.7955
Si	0.57	5.3954	18.8595
Si	8.1047	14.348	12.7196
Si	1.2966	7.2819	14.149
Si	10.2238	5.5186	12.6692
Si	2.5741	7.9321	9.6212
Si	5.6627	8.279	20.8196
Si	4.0654	12.6811	23.1534
Si	13.8646	2.0808	20.4045
Si	6.7661	1.5974	18.9993
Si	3.0137	7.2318	22.3423
Si	4.5528	-2.3105	18.0514
Si	-5.121	-10.9381	16.4836
Si	-2.4108	6.9462	14.4952
Si	9.2912	1.1221	22.8648
Si	5.6357	0.2156	9.5213
Si	4.2566	4.1493	15.5111
Si	-6.2697	4.8522	22.6629
Si	6.5598	4.0908	17.5716
Si	13.5462	-4.4867	16.8899
Si	5.9552	5.7256	13.4286
Si	2.3233	-0.2411	18.7708
Si	-1.725	5.2065	16.9562
Si	7.5222	10.5561	21.1375
Si	7.9122	2.4735	9.6592
Si	7.7324	11.4529	14.0087
Si	-0.111	13.729	17.6415
Si	5.1597	14.7921	20.0748
Si	-2.5291	7.915	21.9342
Si	0.1934	1.2388	20.2076
Si	5.0929	10.6811	12.5303
Si	0.2311	5.7722	9.6561
Si	3.5394	1.2438	14.6152
Si	11.9862	0.405	16.0389
Si	3.9708	7.87	12.462
Si	-0.9306	-1.4246	14.5604
O	-1.8044	6.7152	12.9797
O	8.2649	2.9214	11.1738
O	-9.3482	-3.894	15.7446
O	-1.4192	4.1194	13.1556
O	3.2119	-5.9392	16.4299
O	3.8487	7.4548	17.1767
O	-0.2329	-0.5495	15.7424
O	3.1089	1.1722	19.0583
O	9.6747	7.0165	21.4744
O	5.4821	9.4084	16.9453
O	5.1422	0.6952	23.7733
O	11.4001	5.3993	20.4899
O	3.5553	14.5013	20.1631
O	5.614	3.6722	16.3107
O	-6.4223	0.5453	15.6986
O	-14.9477	6.6327	14.4039
O	4.2058	-3.0461	21.445
O	8.6403	9.3594	21.1839
O	-0.8448	-5.0473	18.1573
O	-9.0856	-0.3396	17.2294
O	0.6331	5.9238	13.5006
O	1.4658	18.3632	21.8205
O	0.6034	1.8952	16.5016
O	-3.7827	11.1507	15.5386
O	5.8747	2.3751	20.1373
O	5.1498	6.7103	12.3727
O	3.4067	9.4821	18.8947
O	3.2364	5.5985	22.393
O	6.7949	1.3129	9.7427
O	4.74	16.0238	14.2857
O	-0.5881	12.7478	18.874
O	7.8876	2.1329	13.7329
O	-6.3109	9.2259	13.0858
O	0.2986	-2.3418	13.9116
O	16.8458	0.7891	17.8998
O	-1.5865	-4.9675	15.5265
O	12.722	6.3307	18.3017
O	5.5799	4.8146	21.313
O	-4.2898	10.8977	12.9372
O	0.8956	14.8217	18.3202
O	9.6811	3.6403	16.8433
O	10.0715	12.1445	21.4333
O	12.976	0.6001	14.7506
O	-2.1077	8.4648	15.0195
O	7.6134	5.2752	17.2613
O	7.8174	0.5027	22.4859
O	10.5611	5.3316	11.0922
O	7.7165	11.4839	19.7979
O	-1.7794	-0.2731	13.7203
O	4.9918	10.6926	10.922
O	16.4932	-2.899	19.2052
O	18.3786	2.8209	18.1441
O	6.8582	4.5015	12.787
O	0.9924	10.7647	19.7815
O	6.9234	7.4021	21.4306
O	4.5669	3.3037	23.1682
O	1.366	6.8951	9.9203
O	3.3395	8.2493	11.0105
O	12.2849	13.2123	20.7283
O	5.543	4.6406	18.7198
O	14.4286	13.7828	14.9094
O	4.1268	0.9275	13.1249
O	2.7413	7.4601	13.4375
O	3.6557	12.2395	21.6489

Results
free energy: -133964.467 eV
free energy less fixed offsets of O -568.88, Si -635.61 eV per atom: -2.507 eV

Forces (eV/angstrom), in the order of the atoms: element, x, y, z
Si	-0.0078	0.0093	0.0004
Si	-0.0064	0.0056	0.0137
Si	0.0015	0.0027	-0.0083
Si	0	-0.0143	0.0193
Si	-0.0077	0.0069	-0.0079
Si	-0.0083	0.0107	-0.0106
Si	0.0146	-0.0125	0.0077
Si	-0.0038	-0.0006	-0.0361
Si	0.0015	-0.0048	0.0007
Si	0.0043	-0.0023	-0.0112
Si	-0.0093	0.0009	0.0107
Si	0.0051	-0.0005	-0.0034
Si	0.0063	0.0033	0.0002
Si	-0.0031	-0.0016	0.0148
Si	0.011	-0.0071	-0.0012
Si	0.0058	0.0037	0.0109
Si	0.0021	0.005	0.0081
Si	-0.0038	0.0009	0.0074
Si	-0.0046	0.0046	0.0088
Si	0.0029	-0.0037	0.0077
Si	-0.0014	-0.0032	-0.0042
Si	-0.0004	-0.0028	0.0065
Si	0.0009	0.0004	0.0044
Si	-0.0011	0.0077	-0.0012
Si	0.1092	0.0002	0.2446
Si	-0.2501	0.1264	0.3282
Si	0.1185	0.148	-0.0885
Si	0.2213	0.0615	-0.2686
Si	-0.087	0.0412	-0.0612
Si	0.0977	-0.0854	0.2892
Si	-0.1001	-0.2826	-0.1421
Si	-0.105	-0.0118	-0.0849
Si	0.0291	0.0459	-0.0288
Si	-0.049	-0.0185	0.0069
Si	0.0763	0.0556	-0.0315
Si	-0.039	-0.1001	0.0427
Si	0.005	0.0529	0.0172
Si	0.0233	0.0406	-0.0567
Si	-0.0477	-0.0597	-0.002
Si	0.0032	-0.0195	-0.0299
Si	0.0369	-0.0272	-0.0125
Si	-0.0467	0.0499	-0.0209
Si	-0.0251	-0.0098	-0.006
Si	0.0381	-0.027	-0.0385
Si	-0.002	-0.0066	-0.021
Si	0.0141	0.004	-0.012
Si	0.0278	0.0041	-0.0338
Si	-0.0466	0.016	-0.0182
Si	0.0346	-0.0223	0.0227
Si	-0.0217	0.0547	0.0059
Si	-0.0489	0.0195	0.0228
Si	0.027	-0.0467	0.0159
Si	-0.0141	0.0513	0.0142
Si	0.0124	-0.0144	0.0182
Si	0.0476	-0.0333	0.0076
Si	-0.0451	0.0008	0.0223
Si	-0.0378	0.0495	0.0091
Si	0.0134	-0.0691	0.0028
Si	0.0776	-0.0131	0.0075
Si	-0.0647	0.0014	0.0075
Si	0.0325	-0.0437	0.0111
Si	-0.0181	0.0604	0.0032
Si	-0.0334	0.0185	0.0168
Si	0.0421	-0.0106	0.0127
Si	-0.1432	0.0052	-0.2433
Si	0.0388	0.0417	0.2036
Si	-0.0254	-0.0692	-0.2848
Si	0.0063	-0.0422	0.2101
Si	-0.0019	0.0362	0.2379
Si	-0.0677	-0.0474	-0.3928
Si	-0.0448	-0.0089	0.1441
Si	0.194	0.113	-0.2058
Si	-0.0003	0.0012	-0.0028
Si	0.0009	-0.0014	-0.0047
Si	0.0037	0.0004	-0.0062
Si	0.0016	-0.0007	-0.0052
Si	0.001	0.0003	-0.0065
Si	-0.0003	-0.0041	-0.0063
Si	0.0006	0	-0.0043
Si	0.0001	0.0005	-0.0018
Si	0.0037	-0.001	0.0066
Si	-0.0009	0.0021	0.0048
Si	-0.0014	0.0011	0.0033
Si	0.0003	-0.0002	0.0075
Si	-0.0054	0.0008	0.004
Si	0.0004	-0.001	0.0062
Si	-0.0005	-0.002	0.0072
Si	-0.0032	0.0058	0.002
Si	0.0106	-0.0101	-0.0098
Si	-0.0108	0.0076	-0.0087
Si	-0.0082	0.009	-0.0048
Si	0.0083	-0.0111	-0.0093
Si	0.0006	0.0045	0.0196
Si	0.011	-0.0102	-0.0082
Si	0.0131	-0.011	-0.008
Si	-0.0113	0.0103	-0.0051
O	0.0043	-0.0041	0.0022
O	0.0095	-0.0123	0.0028
O	-0.0041	0.0009	-0.0023
O	-0.0042	0.0059	-0.005
O	0.003	-0.0007	0.006
O	-0.0018	0.0006	0.0059
O	-0.0045	0.0042	0.0035
O	-0.0101	0.0101	0.0031
O	0	0.0001	0.0018
O	0.0013	-0.0019	0.0055
O	0.0003	-0.001	0.0032
O	0.0015	-0.0008	0.0036
O	0.0006	-0.0004	0.0042
O	0.0014	-0.0002	0.0029
O	-0.0023	-0.0026	-0.0091
O	0.0002	0.0006	0.0006
O	-0.0033	0.0072	0.0066
O	0.0041	-0.0057	0.003
O	-0.0012	-0.0009	-0.0006
O	-0.0018	0.0025	0.0208
O	0.0006	-0.0007	0.0027
O	0.0008	-0.0007	0.004
O	0.0019	-0.0011	0.0125
O	-0.0024	0.0023	0.0055
Si	-0.001	0.0005	-0.0036
Si	0.0004	-0.0001	-0.001
Si	0.0003	-0.0016	0.0015
Si	0.0002	-0.0012	0.0043
Si	0.0007	-0.0006	0.0028
Si	0.003	-0.002	-0.0032
Si	-0.0015	-0.0024	-0.0037
Si	0.0022	-0.002	0.0018
Si	0.0033	-0.0005	-0.003
Si	0.0008	-0.0005	-0.0025
Si	0.0004	0.0005	-0.0013
Si	-0.0003	-0.0003	0.0015
Si	0.001	-0.0001	0.0019
Si	0.0012	-0.0001	0.0053
Si	-0.0017	-0.003	-0.0053
Si	-0.0018	-0.0017	-0.004
Si	-0.0001	-0.0007	0.0044
Si	-0.0006	0.0014	-0.0005
Si	0.0003	0	0
Si	0.0003	-0.0008	0.0021
Si	-0.0002	-0.0011	0.0051
Si	0.0009	-0.0014	-0.0014
Si	0.0005	-0.0004	0.0012
Si	0.0008	-0.0018	-0.0027
Si	0.001	0.0045	-0.0046
Si	0.001	0.0004	0.0039
Si	-0.0005	0.0011	0
Si	-0.0003	0.0015	-0.0026
Si	0.0018	0.0001	-0.0045
Si	-0.0004	-0.0005	-0.0039
Si	0.0006	0.001	0.002
Si	0.0003	-0.0002	-0.0029
Si	-0.0007	0.0007	0.0047
Si	-0.0001	-0.0006	0.0022
Si	-0.0018	-0.0004	0.0023
Si	0.0007	0.0007	0.0052
O	-0.0003	-0.0001	-0.0007
O	0.0012	0.0023	0.0045
O	0.0011	-0.0004	-0.0012
O	0.0006	-0.0005	-0.0012
O	0.0006	0.0002	-0.0002
O	0.0008	0.0006	0.0007
O	0.0004	-0.0002	-0.0005
O	-0.0006	-0.0005	0.0014
O	0.0004	-0.0013	0.0045
O	0.0006	-0.0005	0.0002
O	0.0011	0.0011	-0.0027
O	0	-0.0011	0.0024
O	-0.0002	-0.0007	0.0036
O	0.001	-0.0005	0.0001
O	0.0009	-0.0007	0.0001
O	0.0005	-0.0009	-0.0021
O	0.0031	0.0011	0.0033
O	-0.001	0.0031	0.0026
O	0.0006	-0.0003	0.0012
O	0.0004	0.0004	0.0009
O	0.0006	0.0002	-0.0018
O	-0.0012	0.0001	0.0028
O	0.0007	-0.0009	0.0001
O	-0.0009	0.0001	0.0006
O	0.0005	-0.0015	0.0044
O	0.0012	-0.0012	-0.0012
O	0.0007	-0.0009	0.002
O	0.0004	-0.0006	0.0035
O	-0.0016	-0.0018	0.002
O	0.0008	-0.0004	-0.0012
O	0	-0.0005	0.0019
O	0	-0.001	-0.0013
O	0.0004	-0.0008	-0.0006
O	0.0004	0.0003	-0.0012
O	0.0009	-0.0001	0.0009
O	0.0002	-0.0002	-0.0006
O	0.0007	-0.0002	0.0007
O	0.0017	-0.0008	0.001
O	0.0004	-0.0002	-0.0012
O	0.0003	-0.0013	0.0016
O	0.0008	-0.0004	0.0009
O	0.0039	0.0007	-0.0016
O	0.0003	-0.0005	-0.0006
O	0.0001	-0.0008	-0.0013
O	-0.0001	0	0.001
O	-0.0008	-0.0015	0.0031
O	-0.001	-0.0004	0.0017
O	-0.0001	0.0012	0.0031
O	0.0001	-0.0012	-0.0013
O	-0.0016	-0.0011	0.0017
O	-0.0005	0.0002	0.0009
O	0.0012	-0.0005	0.0014
O	0.0002	0.0004	-0.0012
O	0.0005	-0.0006	0.0036
O	0.0003	0	0.0043
O	-0.0011	-0.0009	0.0042
O	0.0031	0.0006	0.0018
O	0.0012	-0.0016	-0.0013
O	-0.0005	-0.0004	0.0044
O	-0.0001	-0.0001	0.0021
O	0.0008	-0.0005	-0.0015
O	0.0004	-0.0002	-0.0016
O	0.0005	0.0001	-0.0012
O	-0.0021	0.0014	0.0016

The program warned: the cutoff lies below the one the program advises for these potential files; the forces do not sum to zero within the program's tolerance; the exchange-correlation potential is rough where the density is thin.
